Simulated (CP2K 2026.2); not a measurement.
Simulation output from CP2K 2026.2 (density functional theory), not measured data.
Periodic cell of 534 atoms, Si358O176, from a study of silicon, its oxide and their interface. The atomic structure is a simulated model.
Doubt: the forces sum to 2.79 eV/angstrom along one axis rather than to zero, so they err by at least 0.0052 eV/angstrom per atom on average; the grid cutoff is modest.

Settings: functional PBE; method Gaussian and plane waves; basis set DZVP-MOLOPT-SR-GTH; pseudopotentials GTH-PBE; grid cutoff 400 Ry, relative cutoff 50 Ry; k points Gamma only; occupations fixed; spin none; net charge 0.

Cell vectors (angstrom)
a 16.4025 0 0
b 0 16.4025 0
c 0 0 35.5047

Atoms and the computed forces on them: element, x, y, z (angstrom), force x, y, z (eV/angstrom)
Si -0.789 0.267 -0.729 -0.025 0.338 -0.073
Si 2.108 3.471 0.242 0.175 -0.054 -0.455
Si 0.151 5.002 0.128 -0.189 0.128 -0.178
Si 2.224 8.397 -0.318 -0.164 -0.034 0.273
Si 0.214 10.834 -0.128 -0.058 -0.092 0.295
Si 2.962 13.396 -0.184 -0.08 0.18 0.187
Si 5.743 -0.187 -0.155 -0.063 -0.095 0.096
Si 8.415 2.707 -0.525 0.252 0.043 0.251
Si 5.313 5.007 -0.54 -0.303 -0.115 -0.031
Si 7.664 6.948 -0.502 -0.157 -0.146 1.047
Si 5.099 11.068 -0.29 0.059 0.339 0.455
Si 7.953 14.023 0.016 -0.133 0.034 0.178
Si 10.593 0.324 -0.205 0.303 -0.265 0.189
Si 13.758 2.721 0.236 -0.082 0.009 0.197
Si 10.53 5.769 -0.25 0.475 -0.219 0.43
Si 13.174 8.54 -0.013 -0.045 -0.177 -0.246
Si 10.742 10.385 0.638 -0.162 -0.129 -0.345
Si 12.883 13.25 0.686 -0.321 -0.595 0.01
Si 1.335 1.453 1.183 -0.017 0.19 -0.336
Si 4.075 4.283 1.357 -0.068 0.055 0.221
Si 1.179 6.859 1.196 0.103 0.098 -0.032
Si 3.949 9.523 1.095 -0.224 -0.017 -0.212
Si 1.379 12.311 1.273 0.01 0.035 -0.219
Si 4.124 15.016 1.16 -0.004 -0.027 -0.285
Si 6.828 1.536 1.072 0.043 -0.261 -0.333
Si 9.472 4.15 1.133 0.055 0.046 -0.233
Si 7.35 7.466 1.692 0.148 -0.027 -0.053
Si 9.123 9.142 1.785 0.215 0.19 -0.079
Si 6.747 12.251 1.144 0.06 0.106 -0.218
Si 9.512 15.185 1.36 -0.161 0.097 -0.009
Si 12.118 1.428 1.301 0.021 -0.046 -0.187
Si 15.043 4.049 1.624 -0.022 -0.076 -0.073
Si 12.163 6.816 1.246 -0.098 0 -0.173
Si 14.92 9.635 1.224 0.21 0.124 -0.317
Si 11.865 11.84 2.136 -0.054 0.178 -0.085
Si 14.513 14.779 1.469 0.059 0.194 -0.054
Si -0.023 2.605 2.81 0.118 -0.097 0.013
Si 2.705 0.017 2.488 0.077 -0.168 0.134
Si -0.148 8.205 2.633 -0.068 0.065 -0.101
Si 2.678 5.643 2.653 0.081 0.056 0.077
Si -0.103 13.654 2.619 0.035 -0.106 0.004
Si 2.687 10.89 2.632 0.017 0.023 0.101
Si 5.412 2.765 2.569 -0.035 -0.033 -0.014
Si 8.11 0.165 2.657 0.172 0.109 -0.03
Si 5.378 8.341 2.638 0.026 -0.038 -0.174
Si 8.21 5.503 2.693 0.006 -0.085 0.036
Si 5.431 13.652 2.603 0.022 -0.144 0.086
Si 8.06 10.977 2.755 -0.171 0.13 -0.027
Si 10.806 2.821 2.658 -0.105 0 -0.055
Si 13.46 0.04 2.754 0.043 0.077 -0.144
Si 10.898 8.081 2.879 0.113 -0.183 0.149
Si 13.569 5.489 2.706 -0.17 0.204 0.006
Si 10.731 13.749 2.914 -0.292 -0.039 0.048
Si 13.737 10.808 2.932 0.016 -0.159 0.164
Si 1.368 4.124 4.023 0.141 -0.123 -0.03
Si 4.062 1.357 3.944 -0.044 0.055 0.002
Si 1.288 9.545 4.02 0.063 0.039 -0.134
Si 4.091 6.918 4.038 -0.219 0.027 0.104
Si 1.321 15.059 3.93 -0.092 0.097 -0.044
Si 4.052 12.291 4.023 0.019 0.038 -0.181
Si 6.762 4.123 3.997 0.073 0.104 -0.029
Si 9.488 1.455 4.091 -0.108 -0.032 -0.188
Si 6.672 9.656 4.118 0.066 0.116 0.148
Si 9.543 6.714 4.219 0.251 -0.008 0.032
Si 6.776 15.077 3.996 -0.058 -0.038 -0.162
Si 9.396 12.307 4.171 -0.082 0.291 0.174
Si 12.22 4.114 4.076 0.005 -0.02 -0.073
Si 14.937 1.313 4.124 -0.014 0.026 0.009
Si 12.277 9.474 4.21 0.205 -0.142 0.09
Si 14.95 6.842 4.076 -0.013 0.048 -0.056
Si 12.181 15.079 4.188 0.12 -0.113 -0.023
Si 15.071 12.304 4.138 -0.143 0.035 0.062
Si 0.006 -0.002 10.909 -0.031 0.006 -0.001
Si 2.74 2.725 10.891 -0.008 -0.031 -0.022
Si 0.027 5.461 10.919 -0.02 0 0.001
Si 2.741 8.205 10.903 -0.004 0.007 -0.001
Si 0.001 10.931 10.9 -0.006 -0.052 0.005
Si 2.725 13.67 10.919 0.013 -0.029 0.007
Si 5.447 -0.005 10.918 0.022 -0.025 -0.006
Si 8.179 2.708 10.912 0.051 -0.004 -0.011
Si 5.462 5.448 10.906 0.017 -0.039 0
Si 8.2 8.191 10.933 0.034 -0.05 -0.003
Si 5.452 10.936 10.933 0 0.021 0.014
Si 8.17 13.656 10.91 0.026 -0.017 -0.002
Si 10.918 -0.026 10.916 -0.015 -0.002 0.006
Si 13.68 2.72 10.94 -0.031 -0.01 0.002
Si 10.944 5.45 10.938 0.023 -0.015 0.006
Si 13.688 8.196 10.903 -0.022 -0.026 -0.008
Si 10.917 10.918 10.907 0.026 0.005 -0.005
Si 13.658 13.657 10.896 0.013 0.007 -0.004
Si 1.393 1.362 12.271 0.029 0.043 -0.006
Si 4.118 4.067 12.272 -0.016 0.018 -0.004
Si 1.403 6.837 12.278 0.017 0.038 0.001
Si 4.091 9.562 12.295 0.006 -0.057 -0.006
Si 1.367 12.289 12.274 -0.018 0.005 -0.009
Si 4.109 15.015 12.291 -0.027 0.009 -0.003
Si 6.83 1.339 12.288 0.018 0.05 0.004
Si 9.576 4.046 12.267 -0.046 -0.009 -0.026
Si 6.848 6.793 12.278 -0.01 0.06 -0.019
Si 9.587 9.546 12.308 0.002 0.046 0.004
Si 6.833 12.286 12.307 0.009 0.003 -0.002
Si 9.555 15 12.277 0.009 -0.002 0.012
Si 12.301 1.332 12.283 -0.008 -0.027 0.016
Si 15.069 4.099 12.295 0.012 0.018 0.014
Si 12.344 6.826 12.278 0.011 0.027 -0.009
Si 15.07 9.552 12.269 0.004 0.06 0.01
Si 12.291 12.285 12.259 -0.022 -0.04 -0.003
Si 15.048 15.008 12.258 -0.026 0.015 0.009
Si 0.061 2.745 13.65 -0.037 -0.046 0.004
Si 2.758 -0.006 13.642 0.018 -0.008 0.016
Si 0.067 8.223 13.658 -0.033 -0.092 0.023
Si 2.788 5.47 13.621 -0.025 -0.059 0.004
Si 0.019 13.657 13.64 0.014 -0.042 0.02
Si 2.718 10.932 13.669 -0.01 0.084 0.061
Si 5.476 2.699 13.661 0.024 -0.003 0.003
Si 8.198 -0.037 13.651 0.05 -0.035 0.03
Si 5.49 8.183 13.617 0.001 -0.006 -0.022
Si 8.215 5.392 13.628 0.131 -0.076 0.012
Si 5.465 13.648 13.683 0.003 -0.01 0.026
Si 8.215 10.917 13.672 0.022 0.018 0.049
Si 10.936 2.695 13.658 0 0.034 0.06
Si 13.674 -0.051 13.627 0.027 0.021 0.005
Si 10.992 8.176 13.659 0.04 -0.031 0.043
Si 13.738 5.504 13.666 -0.065 -0.005 0.026
Si 10.916 13.625 13.644 -0.02 0.021 0.004
Si 13.693 10.929 13.594 -0.04 -0.04 0.013
Si 1.439 4.143 15.015 0.086 0.105 0.036
Si 4.137 1.317 15.04 -0.087 -0.002 0.006
Si 1.385 9.585 15.095 0.045 -0.008 0.159
Si 4.181 6.796 14.991 0.09 0.084 0.058
Si 1.417 15.011 14.995 -0.062 0.012 -0.01
Si 4.085 12.284 15.055 0.005 0.007 0.037
Si 6.863 4.036 15.033 -0.04 -0.04 0.094
Si 9.576 1.295 15.04 -0.033 0.057 -0.012
Si 6.841 9.525 15.002 -0.035 -0.056 -0.022
Si 9.633 6.727 14.955 -0.048 0.023 0.003
Si 6.842 15.014 15.051 0.055 -0.04 0.029
Si 9.573 12.281 15.071 0.034 -0.013 0.046
Si 12.34 4.107 14.963 0.04 -0.033 -0.039
Si 15.094 1.314 14.939 -0.036 0.016 -0.008
Si 12.407 9.554 15.005 0.043 0.172 -0.002
Si 15.15 6.864 15.057 0.005 0.05 -0.03
Si 12.305 14.968 14.995 -0.034 -0.064 -0.047
Si 15.031 12.289 14.978 0.028 0.035 0.067
Si 0.025 -0.056 16.331 0.046 0.104 0.13
Si 2.809 2.758 16.348 0.199 -0.039 0.109
Si 0.158 5.548 16.445 0.039 -0.087 0.041
Si 2.883 8.194 16.369 -0.064 -0.006 -0.085
Si -0.058 10.99 16.443 0.037 0.153 -0.015
Si 2.761 13.706 16.443 0.055 -0.066 0.08
Si 5.464 -0.071 16.459 -0.027 0.01 0.028
Si 8.148 2.587 16.427 0.179 0.063 0.101
Si 5.553 5.458 16.403 -0.126 -0.029 0.103
Si 8.227 8.066 16.247 0.048 0.036 0.064
Si 5.457 10.871 16.383 0.054 0.03 0.061
Si 8.181 13.656 16.466 -0.147 0.007 0.112
Si 10.978 -0.08 16.372 0.077 0.013 0.06
Si 13.764 2.74 16.235 0.008 0.049 -0.032
Si 11.012 5.432 16.393 0.049 -0.089 0.212
Si 13.877 8.317 16.425 -0.128 -0.153 0.131
Si 11.035 10.907 16.358 -0.018 -0.093 0.049
Si 13.673 13.619 16.373 0.026 -0.031 0.132
Si 1.414 1.374 17.626 -0.05 -0.081 -0.075
Si 4.221 4.07 17.783 0.065 -0.038 -0.035
Si 1.585 6.944 17.842 -0.121 0.062 0.132
Si 4.173 9.515 17.846 0.205 0.085 0.181
Si 1.338 12.369 17.763 -0.056 0.211 -0.141
Si 4.143 14.991 17.919 -0.052 0.06 -0.097
Si 6.758 1.249 17.925 0.106 -0.003 0.04
Si 9.597 3.948 17.707 -0.026 -0.164 -0.181
Si 6.961 6.792 17.79 0.08 -0.022 0.112
Si 9.662 9.375 17.504 0.064 0.008 -0.155
Si 6.753 12.213 17.796 0.018 0.124 -0.036
Si 9.6 15.028 17.827 0.124 -0.016 0.127
Si 12.467 1.331 17.569 0.007 0.121 -0.17
Si 15.177 4.038 17.621 0.027 -0.044 0.003
Si 12.506 6.889 17.674 -0.065 0.033 -0.147
Si 15.122 9.687 18.032 0.054 -0.093 0.265
Si 12.39 12.224 17.83 -0.183 0.166 0.039
Si 15.041 14.999 17.721 0.086 0.007 -0.167
Si 0.105 2.689 19.065 0.042 0.134 -0.036
Si 2.894 0.284 19.072 0.074 0.039 -0.225
Si 0.798 8.869 19.119 -0.129 -0.097 -0.302
Si 2.907 5.456 19.168 0.004 -0.122 0.185
Si -0.062 13.717 19.195 0.061 -0.019 0.082
Si 2.425 10.71 19.001 0.199 0.052 0.372
Si 5.611 2.815 19.338 -0.157 0.065 0.291
Si 8.143 -0.163 19.297 -0.089 0.026 -0.186
Si 5.648 8.128 19.283 0.053 -0.144 0.232
Si 8.332 5.307 19.13 0.233 0.08 0.404
Si 5.194 13.315 19.323 -0.214 -0.091 -0.218
Si 8.232 10.658 18.763 0.013 -0.338 0.195
Si 11.028 2.509 18.926 0.019 -0.039 0.296
Si 13.913 0.203 19.014 -0.002 0.063 -0.131
Si 11.032 8.161 18.986 -0.093 -0.089 0.075
Si 13.822 5.39 18.912 0.104 -0.196 -0.001
Si 10.766 13.392 19.104 -0.307 -0.458 -0.402
Si 13.542 10.935 19.515 0.171 0.257 0.18
Si 1.48 4.029 20.431 0.142 -0.213 -0.236
Si 3.793 1.899 20.553 0.229 0.216 -0.367
Si 0.901 8.457 21.424 -0.039 0.031 -0.226
Si 4.684 6.327 20.52 0.102 0.23 -0.118
Si 0.503 15.553 20.702 -0.203 0.247 0.053
Si 3.465 12.224 20.692 -0.184 -0.298 -0.432
Si 7.013 4.196 20.814 0.212 -0.018 -0.351
Si 10.144 1.386 20.83 0.062 0.564 -0.436
Si 7.197 9.525 20.514 0.123 -0.08 -0.704
Si 10.124 6.345 20.242 0.003 0.026 0.037
Si 6.536 14.088 21.064 0.173 -0.275 -0.189
Si 9.79 11.567 20.181 -0.306 0.514 -0.668
Si 12.284 4.104 20.012 -0.212 0.203 -0.034
Si 15.419 1.191 20.541 0.248 -0.286 -0.182
Si 11.452 9.94 20.5 0.107 -0.633 -0.103
Si 15.573 5.908 21.565 -0.039 -0.453 -0.181
Si 11.898 15.285 21.175 -0.117 -0.06 0.333
Si 15.005 12.506 20.728 0.096 -0.32 -0.321
Si -2.382 2.371 22.13 -0.054 0.32 -0.037
Si -0.366 4.449 26.183 -0.029 0.021 0.18
Si 2.8 7.69 22.644 0.013 -0.153 0.109
Si -3.009 14.368 22.692 -0.183 -0.1 0.274
Si 2.168 14.412 22.76 0.073 -0.04 0.074
Si 4.757 -0.217 22.76 -0.127 0.023 0.118
Si 7.82 -2.368 26.422 -0.112 0.103 0.211
Si 0.337 10.408 22.552 -0.107 0.07 0.052
Si 9.587 8.317 22.351 0.109 -0.118 -0.036
Si 3.328 10.635 23.183 0.059 0.138 0.316
Si 7.45 12.053 22.034 -0.054 0.006 -0.104
Si 9.179 3.264 23.038 -0.175 0.17 0.317
Si 14.763 1.749 26.556 0.067 0.133 0.348
Si 10.334 1.628 25.24 -0.09 0.207 0.274
Si 12.393 10.224 25.851 -0.098 -0.001 0.041
Si 10.591 6.64 27.535 0.144 -0.076 -0.142
Si 19.391 12.822 27.512 -0.067 0.011 0.014
Si 2.282 2.111 28.163 -0.01 0.005 -0.017
Si 1.497 6.565 25.2 -0.112 0.002 0.422
Si 8.934 14.291 30.921 0.099 0.062 -0.158
Si -1.952 8.673 27.453 0.107 -0.004 0.053
Si 14.022 21.139 23.968 -0.215 -0.043 0.281
Si -3.115 -2.722 27.778 -0.042 -0.04 0.262
Si 11.025 4.538 25.043 0.012 -0.004 0.243
Si 7.629 11.154 25.138 0.02 -0.046 0.263
Si 11.575 11.422 28.264 -0.063 -0.114 0.201
Si 5.184 14.929 27.622 0.017 -0.001 0.155
Si 6.35 16.452 25.41 0.09 0.026 0.27
Si 13.539 6.302 28.629 -0.009 -0.19 -0.055
Si 17.022 -0.222 27.198 0.036 0.084 0.167
Si 9.903 8.874 25.296 0.196 -0.052 0.189
Si 14.134 12.666 25.021 0.04 -0.013 0.431
Si 8.147 17.652 27.286 0.145 0.134 0.123
Si 13.194 19.471 28.988 -0.083 -0.033 -0.034
Si -1.016 2.828 31.143 0.086 -0.09 -0.36
Si 4.365 7.329 30.331 -0.246 0.036 -0.395
Si 1.789 9.205 29.771 -0.202 0.159 -0.089
Si 0.087 9.099 25.199 -0.157 0.013 0.36
Si -5.29 15.891 32.279 -0.098 0.106 -0.421
Si 4.64 10.707 25.936 -0.011 -0.091 0.249
Si 3.299 4.664 29.179 -0.042 -0.064 -0.043
Si 11.122 2.415 30.961 -0.006 -0.228 -0.165
Si 0.815 13.611 25.414 -0.015 0.076 0.458
Si 7.191 8.669 30.94 0.048 0.026 -0.054
Si 8.623 11.08 31.502 0.381 0.308 -0.522
Si 6.969 15.959 29.532 0.087 -0.112 0.153
Si 7.053 2.339 29.676 0.126 0.118 -0.145
Si 15.918 -1.922 29.451 0.072 -0.094 0.081
Si 9.547 6.374 30.53 0.166 -0.109 -0.22
Si 16.879 4.257 29.057 -0.119 0.057 -0.051
Si 10.352 14.021 28.271 0.045 0.012 0.057
Si 12.958 16.918 24.205 -0.065 0.326 0.587
Si 3.412 6.392 33.204 -0.276 -0.087 -0.167
Si 4.292 2.151 30.107 -0.193 0 -0.213
Si 2.351 14.559 32.468 -0.165 0.005 -0.345
Si 2.512 8.842 26.712 -0.004 -0.009 0.298
Si -0.207 16.342 31.759 0.078 0.018 -0.378
Si 1.636 12.339 30.303 -0.185 -0.054 -0.103
Si 15.261 8.202 30.182 0.022 0.09 -0.138
Si 8.454 3.636 31.788 0.073 -0.277 -0.196
Si 6.855 9.484 33.148 -0.006 0.205 -0.544
Si 11.637 10.5 30.908 0.147 0.031 -0.086
Si 4.123 17.104 32.739 -0.242 0.008 -0.174
Si 10.435 12.901 34.482 0.101 0.024 -0.227
Si 11.783 5.236 32.31 0.005 -0.057 -0.295
Si 14.354 4.535 33.475 -0.004 -0.091 0.033
Si 13.715 9.116 32.629 -0.082 -0.076 -0.377
Si 19.67 3.454 33.719 -0.488 -0.261 0.361
Si 12.47 13.188 32.129 -0.074 0.04 -0.355
Si 14.508 11.984 33.787 -0.097 0.349 -0.147
O -0.936 -0.033 33.194 -0.045 -0.002 0.315
O -1.318 -1.073 35.509 0.047 -0.093 0.031
O 2.734 4.883 32.999 -0.03 0.155 0.021
O 0.712 0.618 35.342 0.161 0.027 0.354
O -1.724 1.559 35.049 0.147 -0.16 -0.052
O -0.793 5.294 34.225 0.301 0.067 0.17
O 2.614 12.456 29.031 0.302 0.142 -0.185
O 1.22 9.662 34.739 0.082 0.108 0.461
O -0.302 11.803 34.092 -0.068 -0.052 0.223
O -2.435 10.577 33.248 -0.213 0.149 0.18
O 2.19 14.089 34.024 0.151 0.056 0.26
O 0.177 13.06 29.983 -0.175 -0.192 0.243
O 5.142 0.551 33.993 0.285 0.242 0.217
O 4.803 1.313 31.39 0.225 -0.026 0.141
O 8.283 3.328 33.391 -0.182 0.064 0.474
O 9.646 6.254 28.86 -0.01 -0.172 0.086
O 3.187 8.473 30.219 0.291 -0.236 0.271
O 6.892 5.471 34.792 0.037 0.049 -0.491
O 9.288 6.788 34.841 -0.459 0.373 -0.102
O 7.973 10.716 32.965 -0.274 0.071 0.275
O 5.562 10.271 33.83 0.312 -0.343 0.053
O 4.045 12.271 34.705 -0.148 0.042 0.143
O 10.06 11.441 35.087 0.07 0.227 -0.059
O 6.854 15.074 34.815 0.044 0.138 0.477
O 9.506 1.466 34.797 0.008 0.076 -0.205
O 11.283 -0.243 33.885 0.103 0.032 0.314
O 13.348 3.825 34.571 -0.055 0.059 0.21
O 13.397 5.502 32.551 -0.056 0.048 -0.066
O 7.216 8.24 34.142 0.037 -0.071 -0.314
O 11.053 5.319 33.761 0.095 0.106 0.29
O 18.829 7.608 33.713 0.185 0.053 -0.18
O 13.559 8.107 33.903 -0.209 0.047 0.482
O 14.978 8.695 31.698 0.201 -0.064 0.331
O 11.868 9.557 35.251 0.293 0.027 0.411
O 11.487 13.783 35.406 0.07 0.184 -0.076
O 12.178 14.749 31.711 0.113 0.009 0.212
O 0.401 4.769 21.497 0.076 0.107 0.217
O 2.601 2.961 21.141 0.235 -0.238 -0.39
O 4.446 1.065 21.815 -0.186 0.088 -0.009
O -1.582 5.96 20.122 0.262 0.481 0.052
O -0.566 11.569 21.829 -0.091 -0.04 0.033
O 3.998 6.946 21.862 0.112 0.125 0.084
O -0.469 9.918 23.917 -0.278 0.152 -0.121
O 0.765 15.127 22.287 -0.257 -0.085 -0.108
O 1.792 13.612 24.122 0.221 -0.1 -0.213
O 4.08 11.257 21.877 0.439 -0.224 -0.058
O 2.65 13.417 21.531 -0.069 0.049 -0.212
O 5.856 5.328 21.201 -0.497 0.271 -0.213
O 7.779 3.72 22.264 -0.048 -0.183 -0.269
O 10.144 2.669 21.857 0.303 -0.01 -0.082
O 9.156 2.009 24.138 0.025 -0.056 -0.051
O 6.604 10.937 21.133 -0.288 0.196 0.231
O 8.227 8.967 21.685 -0.213 -0.177 0.099
O 9.659 6.812 21.749 0.084 0.023 0.114
O 9.426 8.068 23.959 -0.045 -0.159 -0.223
O 7.693 14.961 20.257 0.008 -0.109 0.058
O 5.672 15.042 22.058 -0.118 0.031 0.053
O 9.042 12.054 21.594 -0.005 0.051 0.449
O 11.196 13.926 20.621 0.227 0.534 0.32
O 11.289 5.248 20.687 -0.008 -0.012 -0.095
O 13.16 3.419 21.219 0.283 -0.125 0.154
O 12.789 -0.534 19.96 -0.199 -0.343 0.205
O 12.95 1.326 22.789 -0.024 -0.276 -0.299
O 14.445 7.029 27.438 -0.169 0.172 0.119
O 10.941 9.197 21.952 -0.139 0.038 -0.023
O 14.489 5.722 22.771 0.271 0.391 -0.242
O 14.762 5.069 25.389 -0.033 0.264 0.04
O 10.792 16.451 21.532 0.045 -0.068 0.037
O 8.594 17.4 20.415 0.208 -0.161 -0.17
O 14.475 13.884 21.522 -0.036 -0.05 0.164
O 18.45 15.945 20.285 -0.253 -0.182 0.254
O 1.843 0.908 27.118 -0.005 -0.087 0.001
O 0.636 -1.235 25.918 0.175 0.041 -0.376
O 2.414 6.633 23.862 -0.019 0.078 -0.439
O -0.499 2.828 26.072 0.162 -0.03 -0.322
O 1.764 11.066 23.02 -0.062 0.188 -0.056
O -0.259 7.38 21.849 -0.023 -0.122 0.423
O -3.058 13.015 23.632 0.172 0.104 -0.207
O -2.711 15.505 23.85 0.272 -0.173 -0.291
O -0.618 12.86 25.056 -0.045 0.08 -0.057
O 3.349 15.47 23.176 0.064 0.123 0.044
O 5.644 0.373 23.996 0.098 0.171 -0.201
O 1.629 -3.59 26.604 -0.056 -0.26 0.017
O 7.459 -1.183 25.324 0.068 0.025 -0.249
O 11.179 2.995 25.576 -0.082 -0.116 -0.161
O 3.499 9.027 23.276 0.302 -0.07 -0.129
O 0.662 -1.134 28.57 0.147 -0.099 0.047
O 8.8 10.068 25.486 -0.267 0.283 -0.094
O 11.581 10.167 29.299 -0.218 0.12 -0.019
O 9.289 14.338 27.09 -0.175 0.254 -0.08
O 7.371 11.471 23.561 0.047 0.137 0.071
O 6.478 13.917 27.395 0.067 0.049 -0.237
O 6.252 10.607 25.835 -0.026 -0.223 -0.121
O 7.078 1.377 26.048 -0.296 0.119 -0.062
O 9.818 4.522 23.909 0.076 -0.145 -0.222
O 15.575 0.527 27.24 -0.04 -0.15 -0.046
O 19.581 3.54 27.891 0.136 -0.102 -0.118
O 10.026 7.949 26.675 -0.278 0.205 0.005
O 12.427 4.944 24.3 0.177 -0.073 -0.085
O 13.021 9.164 26.899 0.066 0.098 -0.186
O 11.408 9.411 24.844 -0.069 0.183 -0.276
O 9.892 14.704 29.658 0.106 -0.084 0.199
O 10.707 5.466 26.365 0.013 0.063 0.053
O 13.901 17.619 25.31 -0.074 0.1 -0.205
O 8.04 18.9 28.36 -0.098 -0.139 0.02
O 1.764 5.214 29.338 0.075 0.122 0.028
O 0.862 2.709 28.697 -0.064 -0.046 -0.179
O 1.026 5.032 25.533 0.116 -0.025 0.019
O 0.162 7.486 24.932 -0.083 -0.189 -0.401
O 2.299 7.22 26.499 -0.038 -0.124 -0.195
O 3.71 14.276 27.556 -0.185 0.084 -0.255
O -0.816 9.33 26.518 0.097 0.31 0.001
O -2.8 13.659 26.195 0.069 0.197 -0.233
O -3.365 12.16 28.319 0.066 -0.178 0.099
O 7.105 19.833 30.876 0.053 0.145 0.225
O 5.153 16.035 26.433 0.044 0.058 -0.036
O 7.268 0.887 30.406 0.164 0.151 0.063
O 8.045 -3.821 25.768 0.065 -0.068 -0.035
O 14.382 6.807 29.969 -0.128 -0.093 0.231
O 13.335 4.688 28.783 0.168 0.074 -0.169
O 4.026 11.227 24.52 -0.189 0.299 -0.465
O 5.862 8.019 30.16 0.157 0.199 0.029
O 11.298 11.079 26.708 0.21 -0.085 -0.086
O 14.708 9.2 28.99 -0.186 -0.109 0.078
O 8.762 12.698 31.247 0.081 -0.133 -0.025
O 10.354 12.426 28.636 -0.114 -0.047 -0.05
O 9.632 17.533 26.632 0.025 0.108 -0.13
O 5.425 15.638 29.087 -0.089 0.172 0.072
O 14.519 3.261 23.435 0.091 -0.078 -0.309
O 11.407 0.476 24.763 0.051 -0.034 -0.462
O 20.163 3.684 30.43 0.191 0.102 0.01
O 16.029 4.838 27.788 -0.138 0.05 -0.132
O 14.978 3.284 32.631 0.173 -0.024 0.119
O 12.037 6.872 28.274 0.233 0.301 0.061
O 11.883 14.528 27.946 0.112 -0.148 -0.078
O 13.603 11.132 25.27 0.319 0.126 -0.196
O 11.668 19.014 29.41 -0.218 0.231 0.172
O 7.793 16.276 28.123 -0.019 -0.15 -0.143
O 13.997 13.141 32.737 0.314 -0.173 0.063
O 13.687 18.791 27.603 0.148 -0.178 -0.03
O 3.096 1.332 29.349 0.246 -0.215 -0.02
O -1.01 -0.962 30.664 0.061 -0.092 0.076
O 3.039 1.93 33.089 0.087 0.081 0.066
O 4.196 6.056 29.249 -0.076 0.215 0.145
O 1.525 10.683 30.506 0.094 -0.109 -0.046
O 1.965 9.38 28.15 0.039 -0.097 -0.166
O 4.483 6.328 34.437 0.331 -0.046 0.15
O 4.066 9.245 26.428 0.141 0.042 -0.024
O -2.603 12.29 35.214 -0.051 0.173 -0.197
O 1.207 15.584 31.946 0.201 -0.015 0.279
O 2.329 13.189 31.543 -0.002 0.135 0.302
O 4.137 11.78 27.044 0.068 0.053 -0.061
O 4.913 3.722 33.961 0.219 0.035 -0.145
O 4.217 6.755 31.843 0.037 -0.239 0.274
O 8.86 5.158 31.391 -0.145 0.21 0.336
O 5.54 2.344 29.065 0.074 0.062 0.162
O -1.823 14.239 28.568 0.009 0.153 -0.003
O 1.599 9.605 25.578 -0.015 0.039 -0.374
O 7.721 10.194 30.405 -0.178 -0.408 0.11
O 8.54 7.657 30.8 -0.385 0.231 0.35
O 3.642 15.57 32.401 0.182 0.177 -0.178
O 10.142 10.502 31.504 -0.111 -0.162 0.009
O 9.596 15.262 32.069 -0.07 -0.12 -0.031
O 8.973 13.601 34.274 0.155 0.087 -0.109
O 11.092 6.285 31.203 -0.018 0.096 0.233
O 9.509 2.582 31.094 -0.204 0.001 -0.125
O 11.448 0.895 31.489 0.176 -0.02 -0.044
O 16.333 1.491 31.234 -0.164 -0.092 0.023
O 12.366 11.987 31.005 0.256 0.021 -0.113
O 12.417 9.275 31.647 -0.139 -0.167 0.07
O 11.741 3.662 31.816 -0.077 0.333 0.124
O 16.077 4.149 30.457 -0.045 0.125 0.189
O 7.428 14.721 30.475 -0.06 -0.005 0.005
O 11.253 12.732 33.103 -0.458 -0.34 0.333
O 16.907 8.208 30.062 -0.058 -0.199 0.287
O 14.098 18.882 30.21 0.132 -0.279 0.272
Si -0.032 -0.044 5.406 -0.017 -0.02 0.028
Si 2.729 2.734 5.377 0.045 0.089 -0.082
Si -0.034 5.462 5.407 -0.055 -0.023 -0.101
Si 2.684 8.221 5.418 0.071 0.088 -0.021
Si 0.011 10.919 5.475 0.002 -0.005 -0.024
Si 2.675 13.695 5.354 0.012 -0.098 -0.068
Si 5.404 0.01 5.376 -0.035 -0.051 -0.037
Si 8.11 2.786 5.446 0.09 -0.015 -0.061
Si 5.428 5.498 5.399 -0.007 -0.046 -0.065
Si 8.115 8.206 5.427 -0.017 -0.03 -0.117
Si 5.357 10.989 5.508 0.056 -0.017 -0.064
Si 8.078 13.734 5.477 -0.019 -0.185 0.011
Si 10.829 0.067 5.501 0.002 0.034 -0.036
Si 13.604 2.742 5.447 -0.001 -0.031 -0.033
Si 10.921 5.399 5.565 -0.069 0.071 -0.047
Si 13.66 8.147 5.553 -0.164 -0.061 0.006
Si 10.848 10.909 5.473 0.09 0.079 -0.143
Si 13.62 13.663 5.455 0.043 0.035 -0.02
Si 1.348 1.359 6.75 -0.043 0.018 -0.006
Si 4.082 4.101 6.767 -0.011 -0.049 -0.004
Si 1.341 6.828 6.783 0.033 -0.026 -0.045
Si 4.032 9.57 6.828 -0.073 0.071 0.038
Si 1.371 12.319 6.797 -0.012 0.001 -0.014
Si 4.052 15.036 6.755 -0.007 0.038 -0.023
Si 6.772 1.363 6.777 -0.013 0.032 -0.022
Si 9.508 4.064 6.869 0.031 0.025 0.032
Si 6.789 6.831 6.817 0.012 0.027 -0.052
Si 9.496 9.533 6.837 0.012 0.037 -0.053
Si 6.76 12.33 6.842 -0.075 0.115 0.069
Si 9.489 15.055 6.836 -0.001 -0.014 -0.033
Si 12.255 1.387 6.843 0.005 0.009 -0.013
Si 15.012 4.094 6.798 -0.013 0.012 -0.04
Si 12.287 6.788 6.891 0.094 -0.036 0.064
Si 15.037 9.557 6.844 -0.049 0.016 -0.017
Si 12.25 12.283 6.812 -0.015 0.002 -0.02
Si 15.012 15.018 6.811 0.033 -0.025 0.026
Si -0.008 2.721 8.149 -0.012 0 -0.008
Si 2.708 0.001 8.14 0 -0.029 -0.005
Si 0.005 8.188 8.187 0.002 0.025 -0.006
Si 2.719 5.462 8.148 -0.028 -0.02 -0.004
Si -0.011 13.662 8.174 -0.057 -0.011 0.01
Si 2.71 10.955 8.191 0.05 -0.022 0.027
Si 5.434 2.732 8.154 0.026 0.015 0.009
Si 8.135 0.016 8.186 0.037 -0.034 -0.006
Si 5.427 8.203 8.181 0.009 -0.035 -0.006
Si 8.164 5.469 8.2 0.036 0.004 -0.001
Si 5.403 13.696 8.183 0.012 -0.102 0.02
Si 8.144 10.937 8.185 0.035 0.013 -0.016
Si 10.897 2.722 8.229 -0.037 -0.045 0.026
Si 13.65 0.002 8.174 0.001 0.014 -0.003
Si 10.901 8.18 8.203 0.018 -0.029 -0.021
Si 13.677 5.435 8.22 -0.055 0.012 0.027
Si 10.887 13.669 8.171 0.045 0.003 0.013
Si 13.644 10.928 8.176 -0.002 0.001 0.006
Si 1.366 4.088 9.523 0.003 0.016 -0.005
Si 4.085 1.35 9.522 -0.011 0.034 -0.004
Si 1.365 9.566 9.543 -0.025 0.025 -0.002
Si 4.084 6.815 9.54 0.011 0.031 -0.009
Si 1.363 15.034 9.534 0.002 0.005 0
Si 4.084 12.304 9.56 -0.024 0.038 0.02
Si 6.81 4.076 9.541 0.01 -0.001 -0.01
Si 9.534 1.336 9.561 0.016 0.008 0.005
Si 6.806 9.555 9.566 -0.003 0.008 -0.005
Si 9.555 6.811 9.575 -0.008 0.051 0.002
Si 6.793 15.033 9.549 -0.018 0.035 0.002
Si 9.536 12.288 9.544 -0.004 -0.015 -0.004
Si 12.3 4.076 9.577 0.018 0.009 0.021
Si 15.034 1.362 9.542 -0.009 -0.001 -0.002
Si 12.29 9.552 9.546 -0.003 0.032 -0.003
Si 15.054 6.816 9.555 -0.014 -0.01 0.013
Si 12.281 15.025 9.533 0.006 0 -0.004
Si 15.025 12.289 9.535 -0.018 -0.006 0.01

Results
total energy: -115447.596 eV
total energy less fixed offsets of O -438.04, Si -107.15 eV per atom: 7.144 eV
